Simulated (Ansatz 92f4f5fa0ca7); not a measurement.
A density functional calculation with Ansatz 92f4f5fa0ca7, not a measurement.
Periodic cell of 220 atoms, Si132O88, from a study of silicon, its oxide and their interface. The atomic structure is a simulated model.

Settings
functional: PBE
potential files: Ansatz PAW
basis: plane waves
wave-function cutoff: 700 eV
density cutoff ratio: 5
exchange-correlation grid ratio: 1
k mesh: 2 x 2 x 1, shifted by 0.5 0.5 0.5 of a step
self-consistency stop: 5e-08 eV per atom in the density residual
occupations: fixed
spin: none
net charge: 0

Cell vectors (angstrom)
a  10.938  0  0
b  0  10.938  0
c  0  0  32.6955

Atoms and the computed forces on them: element, x, y, z (angstrom), force x, y, z (eV/angstrom)
Si  -0.2016  0.0572  25.4235  -0.038  0.0106  -0.0232
Si  5.6599  -0.1915  25.3053  -0.0085  -0.0164  -0.0213
Si  2.5853  3.0202  25.3831  0.0157  0.0057  0.0069
Si  8.6803  2.4472  25.1207  0.0671  -0.0155  -0.0334
Si  0.1879  5.055  25.077  -0.0098  -0.0393  -0.0292
Si  5.2376  5.6674  25.2547  -0.0294  -0.0166  -0.0066
Si  3.02  7.9146  25.1877  0.0209  0.0288  -0.0244
Si  7.9884  8.5792  25.1347  -0.0092  0.047  -0.0191
Si  1.4263  1.3273  26.5607  -0.0188  0.0147  0.0074
Si  6.8753  1.4619  26.4324  0.0113  0.0011  0.0314
Si  4.0903  4.2009  26.6911  0.0226  -0.0114  -0.0215
Si  9.6402  4.027  26.5803  -0.0289  0.0266  -0.011
Si  1.2976  6.8007  26.371  -0.0002  -0.0136  0.032
Si  6.9105  6.846  26.419  -0.0034  0.0121  0.0308
Si  4.1154  9.511  26.579  -0.0252  0.0117  -0.0151
Si  9.4857  9.5477  26.691  0.0047  -0.0315  -0.0126
Si  2.7638  -0.0366  27.9227  0.0008  0.0052  0.0119
Si  8.1437  0.0663  27.9367  -0.0073  0.0065  -0.0023
Si  0.0556  2.6818  27.9503  -0.0069  -0.006  -0.0018
Si  5.4887  2.7476  27.8965  0.014  -0.0152  -0.0001
Si  2.6515  5.543  27.9328  -0.0053  0.0037  0.0018
Si  8.2226  5.4564  27.8567  -0.0136  0.0123  0.0099
Si  0.007  8.1592  27.8832  0.0156  -0.0109  0.0076
Si  5.53  8.1581  27.9032  0.0028  -0.0056  -0.0038
Si  4.1018  1.3673  29.2773  0.24  -0.0779  -0.1254
Si  9.5708  1.3673  29.2773  -0.0355  -0.0124  0.2586
Si  1.3673  4.1018  29.2773  -0.0109  0.0796  0.2659
Si  6.8362  4.1018  29.2773  0.1564  0.1135  -0.1692
Si  4.1018  6.8362  29.2773  -0.0443  0.1811  0.0098
Si  9.5708  6.8362  29.2773  0.0646  -0.2714  -0.1723
Si  1.3673  9.5708  29.2773  -0.0514  -0.2316  -0.1425
Si  6.8362  9.5708  29.2773  -0.161  0.1321  0.1124
Si  0  0  30.6445  -0.1196  -0.0422  -0.0244
Si  5.469  0  30.6445  -0.0315  -0.0999  0.0307
Si  2.7345  2.7345  30.6445  0.0222  0.1285  -0.035
Si  8.2035  2.7345  30.6445  0.1173  0.0545  0.0108
Si  0  5.469  30.6445  -0.0749  -0.1192  0.0269
Si  5.469  5.469  30.6445  -0.0801  -0.0525  -0.0407
Si  2.7345  8.2035  30.6445  0.1194  0.0741  0.0274
Si  8.2035  8.2035  30.6445  0.0329  0.1045  -0.0587
Si  1.3673  1.3673  32.0118  0.0453  -0.0579  -0.0031
Si  6.8362  1.3673  32.0118  -0.0077  -0.0118  -0.0232
Si  4.1018  4.1018  32.0118  0.0523  -0.0621  0.0235
Si  9.5708  4.1018  32.0118  -0.041  0.0557  0.0082
Si  1.3673  6.8362  32.0118  -0.0083  -0.0225  -0.0268
Si  6.8362  6.8362  32.0118  0.0089  -0.0025  -0.01
Si  4.1018  9.5708  32.0118  -0.0794  0.1013  0.0186
Si  9.5708  9.5708  32.0118  0.0529  -0.0387  0.0252
Si  2.7345  0  0.6835  0.0466  -0.0845  -0.0124
Si  8.2035  0  0.6835  -0.0501  0.0475  -0.0213
Si  0  2.7345  0.6835  -0.032  0.0356  0.0031
Si  5.469  2.7345  0.6835  -0.0141  0.0318  0.0293
Si  2.7345  5.469  0.6835  -0.0481  0.0461  -0.0228
Si  8.2035  5.469  0.6835  0.0687  -0.0876  -0.0258
Si  0  8.2035  0.6835  0.0186  0.0199  0.0273
Si  5.469  8.2035  0.6835  -0.0017  0.0207  0.0066
Si  4.1018  1.3673  2.0507  -0.08  -0.0522  -0.0182
Si  9.5708  1.3673  2.0507  -0.0101  -0.13  0.0643
Si  1.3673  4.1018  2.0507  0.0547  0.0144  0.0473
Si  6.8362  4.1018  2.0507  0.0853  0.1065  -0.0381
Si  4.1018  6.8362  2.0507  -0.0547  -0.107  0.0617
Si  9.5708  6.8362  2.0507  -0.1622  -0.0882  -0.0481
Si  1.3673  9.5708  2.0507  0.0723  0.1527  -0.0765
Si  6.8362  9.5708  2.0507  0.1042  0.0446  0.0413
Si  0  0  3.418  0.2973  -0.0687  -0.5677
Si  5.469  0  3.418  -0.0618  0.1658  0.2285
Si  2.7345  2.7345  3.418  0.0733  -0.0582  0.0436
Si  8.2035  2.7345  3.418  -0.3246  0.2421  0.2002
Si  0  5.469  3.418  -0.1266  -0.0563  0.1694
Si  5.469  5.469  3.418  0.1325  -0.1549  -0.0244
Si  2.7345  8.2035  3.418  -0.0989  0.2581  0.1121
Si  8.2035  8.2035  3.418  -0.0566  -0.2493  -0.3531
Si  1.3182  1.387  4.7668  0.0027  0.0058  0
Si  6.8081  1.3958  4.8255  -0.0356  0.0311  0.0074
Si  4.1812  4.0245  4.7928  0.0156  -0.014  0.0007
Si  9.5236  4.1303  4.8135  -0.003  -0.0021  -0.0021
Si  1.3664  6.8396  4.7814  -0.0129  0.0085  -0.0008
Si  6.7756  6.899  4.7793  -0.0019  -0.0085  0.0053
Si  4.0713  9.6127  4.8103  -0.0021  -0.0057  -0.0141
Si  9.6748  9.4762  4.6887  0.0053  0.0043  0.0059
Si  2.6685  0.0362  6.1607  0.0323  -0.0399  0.0112
Si  8.3105  -0.0624  5.8928  -0.0069  0.0135  0.0135
Si  -0.084  2.7059  6.1624  0.0025  -0.0246  -0.0176
Si  5.4301  2.6657  6.3959  -0.0028  0.0229  -0.0384
Si  2.8113  5.4738  6.0148  -0.0146  0.0342  0.0243
Si  8.1304  5.5425  6.1507  0.0448  -0.0083  0.0038
Si  0.0028  8.1657  6.2139  -0.0017  0.0096  -0.0178
Si  5.4138  8.2694  6.2096  0.0226  0  -0.0136
Si  3.5785  1.6165  7.6733  -0.0495  0.0054  0.0279
Si  9.7968  0.9497  7.3907  -0.0076  -0.0088  0.0224
Si  1.537  3.9833  7.2442  0.0065  0.0255  0.0166
Si  6.5724  4.4416  7.5267  0.0084  0.0197  0.0309
Si  4.2659  6.6319  7.4864  -0.0133  -0.0233  0.0207
Si  9.2066  7.1688  7.5038  -0.0119  -0.0064  0.0288
Si  1.1844  9.7526  7.5212  0.0146  0.0103  0.0256
Si  7.0964  9.5104  7.3044  0.0217  -0.0036  0.002
O  1.4339  4.0202  24.7545  -0.0094  0.014  -0.0379
O  6.7575  9.6248  24.8421  0.013  -0.0129  -0.0356
O  2.585  2.913  7.9366  0.0164  -0.023  0.0357
O  8.1194  8.3511  7.9369  -0.001  -0.0009  0.033
O  5.4076  5.5369  7.9474  -0.0087  0.0012  0.0369
O  0.0491  -0.0578  7.9521  0.0038  -0.0089  0.0335
O  4.1398  6.7896  24.7105  0.0071  -0.0001  -0.0383
O  9.6678  1.163  24.8479  0.0168  -0.0175  -0.0228
O  1.8761  9.1883  8.9231  -0.0055  -0.0065  -0.003
O  0.8292  4.9182  8.3707  -0.0172  -0.0025  0.0256
O  8.8841  1.2581  8.7317  -0.003  -0.0117  -0.0076
O  6.6106  10.6707  8.4171  0.007  0.0069  0.0205
O  3.549  0.8958  9.1653  0.0045  0.0114  0.0203
O  3.5856  7.1806  8.8806  -0.0024  0.0052  -0.001
O  7.3335  4.0769  8.9545  -0.0337  -0.0197  0.0237
O  9.7574  6.5544  8.9319  0.0232  -0.001  -0.0043
O  3.518  2.5401  24.1218  -0.0122  -0.0177  -0.0103
O  5.0665  0.3851  23.8821  -0.0025  0.0089  0.0059
O  8.6742  3.0792  23.5831  0.0043  0.0121  0.0116
O  10.3718  5.1924  23.5862  -0.0121  -0.0213  0.0033
O  8.6241  8.3796  23.6319  -0.0087  0.005  0.0006
O  2.4619  8.5604  23.7724  -0.0164  0.0055  0.0075
O  5.8474  4.8274  23.975  0.0064  0.0195  -0.0183
O  0.2754  10.0391  24.1673  0.0197  0.0162  -0.0091
Si  4.0186  9.1806  12.178  -0.0078  -0.0049  -0.0048
Si  13.5065  3.8626  13.7807  0.003  0.002  0.0072
Si  3.1841  0.75  10.7558  -0.0036  -0.0058  -0.0124
Si  9.3105  4.3113  22.683  -0.0025  0.0031  -0.0071
Si  11.5084  -2.4985  20.8476  0.0035  0.0107  -0.0003
Si  12.2001  1.361  14.9934  -0.0014  -0.0073  0.007
Si  5.197  13.1602  20.9273  -0.0099  -0.0053  0.0013
Si  8.2988  10.5596  17.6673  0.0026  -0.001  -0.0056
Si  3.3204  10.1174  15.1714  0.0124  -0.0002  0.0112
Si  2.4825  8.0344  17.1221  0.0078  0.0046  -0.0063
Si  7.7955  0.491  20.5516  -0.0018  -0.0044  0.0003
Si  7.1719  12.5756  13.6715  -0.0095  -0.0045  0.0016
Si  10.8919  3.9482  12.0481  -0.0025  -0.0025  -0.0228
Si  2.4319  -3.0381  9.7853  -0.0091  -0.0074  -0.0029
Si  7.5963  11.4843  9.4633  -0.0066  0.0038  -0.0009
Si  -6.6354  4.3293  18.8274  -0.0075  -0.0093  -0.0075
Si  8.5527  -0.7206  12.0001  0.0049  -0.0082  -0.0134
Si  0.2672  0.856  12.0739  -0.0006  0.0004  -0.0041
Si  6.6724  8.5243  13.5259  0.0018  -0.0097  0.0089
Si  3.7705  1.168  23.2984  -0.0126  -0.0122  0.015
Si  10.9502  -1.4314  17.8926  -0.0003  0.0048  -0.0064
Si  6.9195  3.4454  10.3936  0.0041  -0.0079  -0.0245
Si  6.6343  5.894  15.3486  0.0039  0.0043  -0.0032
Si  7.2485  5.3534  18.3776  0.0126  0.0017  -0.0053
Si  3.5205  5.2681  16.207  -0.0012  0.005  0.0074
Si  6.1744  7.1718  20.6356  -0.0015  0.0001  -0.005
Si  -6.2042  13.9879  12.0797  -0.0063  -0.0014  0.003
Si  9.3516  3.2435  19.8049  0.013  0.0085  -0.0014
Si  10.5202  1.5294  17.5614  0.0031  0.006  0.0003
Si  8.5803  8.8017  22.0427  0.008  0.0063  0.0128
Si  6.3927  4.7645  22.4434  0.0078  -0.0012  0.0099
Si  11.0781  5.8058  9.5267  0.0076  -0.0015  -0.0109
Si  -4.8374  10.8366  15.6298  -0.0194  0.0078  0.0038
Si  1.6083  -1.0862  23.2579  0.0053  0.012  0.0132
Si  3.2507  7.2197  19.8972  -0.0065  0.0046  -0.0119
Si  8.299  4.162  13.1804  -0.016  -0.01  0.0078
O  1.8229  7.3191  20.7766  -0.0034  0.014  -0.0078
O  7.9977  -0.4626  19.2536  0.0022  0.0266  -0.0043
O  9.858  4.6241  13.1413  -0.0025  -0.0003  -0.0035
O  6.8695  -0.6459  16.947  0.0054  0.0153  -0.0275
O  -0.7897  -0.3843  11.8697  -0.0151  0.0107  0.0016
O  2.4395  11.2155  23.4586  0.0166  -0.0148  -0.0184
O  3.9891  1.5213  21.7499  0.0223  0.0077  0.0139
O  3.3564  9.6712  13.5971  0.0089  0.0002  0.0126
O  4.2179  10.5349  11.2861  -0.0189  -0.0012  0.0141
O  1.1919  6.9025  10.087  -0.0068  -0.0103  -0.0255
O  3.5593  5.6268  19.542  0.0122  0.0005  0.0013
O  5.6946  5.8846  21.5197  0.0242  -0.0037  0.0055
O  3.4413  8.7577  16.0411  -0.034  0.0162  0.0049
O  6.9855  6.7142  19.2657  -0.0046  -0.0167  0.0099
O  1.211  9.6804  21.6984  -0.0105  -0.0281  0.0134
O  6.9029  1.8015  10.2408  0.0089  0.0141  -0.0131
O  13.9104  -2.6908  18.6511  -0.0103  -0.0024  -0.0296
O  13.3476  13.3298  14.4707  -0.0196  0.0026  -0.0086
O  4.3506  2.9681  19.7312  0.0031  0.0154  0.0048
O  2.663  6.4611  16.8798  0.0075  0.0087  -0.0049
O  7.2255  8.1414  21.4016  0.0006  -0.0069  -0.0023
O  9.9528  3.8946  21.2131  -0.0217  0.0037  -0.0014
O  9.4142  20.3426  17.3132  0.0105  0.0254  0.0206
O  6.8119  7.3522  14.6386  -0.0085  -0.0016  -0.0034
O  -2.3215  1.8895  20.3568  -0.0025  -0.0119  -0.0095
O  5.3875  14.7779  10.8117  0.0142  -0.0222  0.0268
O  5.4203  8.363  12.4585  -0.0071  0.0181  0.0078
O  3.529  2.1242  11.5354  0.0291  0.0025  -0.0003
O  7.2683  15.8859  14.1644  0.0135  -0.0103  -0.0099
O  13.4581  4.9225  14.9863  0.0124  -0.0155  -0.0069
O  0.3707  11.1078  18.0589  -0.0305  0.0002  -0.0109
O  7.9998  10.2827  10.4771  0.0021  0.0222  0.0248
O  -4.1704  12.2454  15.2035  -0.0103  -0.0285  -0.031
O  6.2703  9.809  14.4072  0.0137  0.0243  0.002
O  8.0871  8.794  12.7037  -0.0297  0.0128  0.0091
O  4.0347  4.0818  13.1085  -0.0038  -0.0133  -0.0033
O  10.6675  13.2974  11.6448  0.0226  0.0074  0.0142
O  6.0522  3.2968  21.822  -0.0079  0.0026  -0.0071
O  7.7969  0.4131  12.8503  -0.0073  0.024  0.0269
O  -2.966  5.1838  22.3574  -0.0028  -0.0173  0.0088
O  10.4824  2.7225  18.7043  -0.0301  -0.0158  -0.0047
O  5.0417  5.6249  15.6696  0.0003  -0.0038  0.0121
O  7.4703  5.7397  16.7765  -0.0282  -0.0036  -0.0022
O  0.1618  -2.0795  19.3541  0.0071  0.0042  0.0019
O  3.5903  4.0981  17.3642  0.0089  0.0257  0.0039
O  1.6127  0.4705  11.1918  -0.0128  0.0052  0.0064
O  5.8723  4.5271  18.4817  0.0064  0.0186  -0.0022
O  10.0139  -2.7941  21.5094  -0.0022  -0.0025  0.0075
O  4.6859  7.8581  20.4346  0.0096  -0.0035  0.0118
O  0.3997  0.9287  13.694  0.0163  0.0128  0.01
O  1.9633  -0.0051  15.5194  0.0062  0.0146  -0.0222
O  8.3892  2.6784  13.8092  -0.033  0.0276  -0.0263
O  6.2279  0.9895  20.5832  0.0091  0.008  0.0057
O  5.8638  2.2074  12.8895  0.025  -0.006  0.0134
O  8.4314  4.3844  19.0194  -0.0025  -0.0023  0.0026
O  0.9699  8.6208  16.9145  0.022  -0.0079  0.0243
O  12.3754  4.1571  12.6639  -0.0041  -0.0187  0.0081
O  8.9583  1.0779  17.2621  0.0216  -0.0256  0.0319
O  11.27  2.0117  16.1809  0.0049  -0.0261  -0.0003
O  3.0228  8.2556  11.2667  0.0255  0.0117  0.008
O  10.6602  4.7985  10.701  0.0171  0.0052  0.0079
O  7.8449  4.0527  11.5965  0.0005  -0.0047  0.0282
O  8.3699  -0.4913  21.7688  -0.005  -0.0087  -0.0013
O  4.506  11.0814  15.7538  0.0155  -0.0319  -0.0132

Results
free energy: -133979.184 eV
free energy less fixed offsets of O -569.03, Si -635.61 eV per atom: -4.024 eV

The program warned: the cutoff lies below the one the program advises for these potential files; the exchange-correlation potential is rough where the density is thin.
